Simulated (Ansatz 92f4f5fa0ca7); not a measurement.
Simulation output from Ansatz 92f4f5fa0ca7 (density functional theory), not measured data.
Periodic cell of 224 atoms, Si134O86N4, from a study of silicon, its oxide and their interface. The atomic structure is a simulated model.
This geometry differs little from another in the collection (a relaxation step or a small displacement).

Settings
functional: r2SCAN
potential files: Ansatz PAW
basis: plane waves
wave-function cutoff: 800 eV
density cutoff ratio: 5
exchange-correlation grid ratio: 1
k mesh: 1 x 1 x 1, shifted by 0.5 0.5 0 of a step
self-consistency stop: 1e-10 eV per atom in the density residual
occupations: fixed
spin: none
net charge: 0

Cell vectors (angstrom)
a, 10.88, 0, 0
b, 0, 10.88, 0
c, 0, 0, 31.8188

Atoms and the computed forces on them: element, x, y, z (angstrom), force x, y, z (eV/angstrom)
Si, 0.2837, -0.2902, -0.1195, -0.0037, -0.0102, -0.0306
Si, 2.9841, 2.5085, -0.1527, 0.0036, -0.0038, -0.026
Si, -0.2252, 5.6569, -0.035, 0.007, 0.0053, -0.0301
Si, 2.4357, 8.3012, -0.0922, -0.0047, -0.0075, -0.0432
Si, 5.2249, 0.3342, -0.0022, -0.0002, 0.0063, -0.0188
Si, 8.0122, 2.8309, 0.0946, -0.0158, 0.0027, -0.0073
Si, 5.8717, 5.1109, -0.052, 0.0152, -0.011, -0.0201
Si, 8.6048, 7.9918, 0.0104, 0.0067, 0.0034, -0.0222
Si, 1.4194, 1.3338, 1.1647, -0.0012, 0.0017, 0.0116
Si, 4.1397, 4.0824, 1.1819, -0.0012, -0.0049, 0.0137
Si, 1.34, 6.7927, 1.307, -0.0018, -0.0041, 0.0068
Si, 4.0729, 9.501, 1.1325, 0.0024, 0.0033, 0.0079
Si, 6.7794, 1.3609, 1.4066, -0.0038, -0.0037, 0.002
Si, 9.5501, 4.0839, 1.3084, 0.0006, -0.0002, 0.0018
Si, 6.9206, 6.8063, 1.191, 0.001, -0.0046, 0.0081
Si, 9.6683, 9.5207, 1.3694, 0.0013, 0.0011, 0.0016
Si, 0.0604, 2.686, 2.5648, 0.0004, 0.0005, 0.0013
Si, 2.7472, -0.0263, 2.5743, 0, -0.0034, -0.0006
Si, 0.0653, 8.1444, 2.7456, 0.0023, 0.0024, -0.0004
Si, 2.7675, 5.4229, 2.5632, -0.0006, 0.0005, -0.0004
Si, 5.4279, 2.7632, 2.6903, 0.0041, 0.0035, -0.0049
Si, 8.19, -0.0366, 2.6435, 0.0009, 0.0024, 0.0034
Si, 5.4729, 8.1507, 2.4906, 0.0001, 0.0016, 0.0002
Si, 8.1973, 5.4577, 2.6574, -0.0052, -0.0042, -0.0038
Si, 1.4028, 4.0542, 3.9324, -0.0009, -0.0049, 0.0015
Si, 4.0686, 1.3403, 3.9659, -0.0025, 0.0019, 0.0045
Si, 1.4229, 9.5415, 4.0107, -0.0015, -0.0004, 0.0039
Si, 4.1285, 6.8103, 3.9077, -0.0028, -0.0066, 0.004
Si, 6.8149, 4.1173, 4.0025, 0.0023, 0, 0.0032
Si, 9.5505, 1.3653, 3.9575, -0.0029, -0.0017, 0.0038
Si, 6.7949, 9.4705, 3.9414, 0.0009, 0.0018, 0.0016
Si, 9.5403, 6.7859, 4.0293, 0.0018, -0.0018, 0.0025
Si, 0.0118, 0, 5.334, 0.0015, 0.0013, 0.006
Si, 2.7131, 2.6912, 5.3262, -0.002, 0.0011, 0.0046
Si, 0.0325, 5.4033, 5.3231, -0.0001, -0.0014, 0.0052
Si, 2.7851, 8.1643, 5.3111, 0.0007, 0.0022, 0.0036
Si, 5.4368, -0.0264, 5.299, -0.0009, -0.0012, 0.0062
Si, 8.1768, 2.7296, 5.3222, -0.0002, -0.0024, 0.0058
Si, 5.4512, 5.4642, 5.3338, -0.0005, 0.0027, 0.0028
Si, 8.1387, 8.1291, 5.3358, -0.001, -0.0006, 0.0052
Si, 1.3421, 1.3649, 6.7099, -0.0033, -0.0031, -0.0031
Si, 4.0848, 4.0677, 6.6471, 0.0004, -0.0047, 0.0012
Si, 1.3944, 6.805, 6.6298, 0.0013, -0.0011, -0.003
Si, 4.0872, 9.5281, 6.7128, -0.0005, 0.002, -0.0009
Si, 6.7853, 1.3507, 6.6385, 0.0006, 0.0021, 0.0052
Si, 9.5314, 4.0746, 6.7061, 0.0009, 0.0017, 0.0014
Si, 6.8075, 6.7854, 6.7287, -0.0029, -0.0054, 0.0021
Si, 9.4983, 9.5081, 6.6513, -0.0026, -0.0032, -0.0006
Si, -0.0268, 2.7031, 8.0753, -0.0008, -0.0008, 0.0026
Si, 2.6902, 0.0094, 8.0784, -0.0008, 0.0014, -0.0022
Si, -0.0002, 8.1446, 7.9754, -0.0005, -0.0009, -0.0055
Si, 2.7197, 5.4271, 7.9759, 0.0038, 0.0004, -0.0006
Si, 5.4195, 2.6961, 8.0155, -0.0038, -0.0032, 0.0011
Si, 8.1317, -0.007, 7.986, -0.0004, 0.0007, 0.0008
Si, 5.4441, 8.1585, 8.0516, 0.001, -0.0021, 0.0021
Si, 8.1739, 5.421, 8.0985, -0.0005, -0.0006, 0.0009
Si, 1.3621, 4.1068, 9.3551, 0.0001, 0.0017, -0.0053
Si, 4.0404, 1.399, 9.439, 0.0078, 0.0064, -0.0059
Si, 1.2475, 9.5401, 9.3829, 0.0016, -0.0022, -0.005
Si, 4.059, 6.7688, 9.3398, -0.007, -0.0039, -0.0071
Si, 6.7838, 4.0041, 9.4061, -0.0107, -0.0024, -0.0023
Si, 9.4429, 1.3265, 9.3861, -0.0068, -0.0044, 0.0001
Si, 6.7992, 9.5405, 9.375, 0.0052, 0.0051, -0.0042
Si, 9.5976, 6.8014, 9.412, 0.007, -0.0103, -0.0114
Si, -0.1341, 0.0075, 10.8061, -0.0038, 0.0123, -0.0047
Si, 2.66, 2.8128, 10.7891, 0.0136, 0.0012, -0.0042
Si, 0.0508, 5.3902, 10.7998, -0.0113, -0.0058, -0.0013
Si, 2.6085, 8.1036, 10.6074, -0.0089, -0.009, 0.0087
Si, 5.4202, -0.0001, 10.7409, -0.0129, -0.002, 0.0003
Si, 8.0958, 2.611, 10.8115, 0.0026, -0.0089, -0.0032
Si, 5.404, 5.3925, 10.6958, 0.0088, -0.0109, -0.0076
Si, 8.2579, 8.252, 10.6852, -0.0015, 0.0087, -0.0054
Si, 1.1671, 1.4915, 12.0672, -0.0012, -0.0051, 0.0132
Si, 4.0274, 4.1575, 12.1923, -0.0033, 0.0087, 0.0037
Si, 1.4141, 6.7997, 12.1429, 0.0217, -0.0071, 0.0081
Si, 3.9284, 9.4844, 11.8764, 0.0185, 0.0014, 0.0201
Si, 6.725, 1.2655, 12.2557, -0.0105, -0.0118, -0.0041
Si, 9.55, 3.9452, 12.0869, -0.0007, 0.0082, 0.0066
Si, 6.9231, 6.7654, 11.8079, -0.0084, -0.0131, 0.0091
Si, 9.3983, 9.5873, 12.3008, -0.0088, -0.0025, 0.0049
Si, -0.1398, 2.661, 13.7199, -0.0096, 0.0044, -0.0115
Si, 2.5464, 0.039, 13.1475, 0.0039, 0.0058, 0.0029
Si, -0.0378, 8.1147, 13.441, -0.0004, -0.0076, 0.0016
Si, 2.8199, 5.6024, 13.683, -0.0026, 0.0102, -0.0235
Si, 5.3207, 2.7015, 13.5062, -0.0118, -0.0077, 0.0061
Si, 7.9237, -0.0776, 13.8906, 0.0152, 0.0036, 0.0335
Si, 5.4303, 8.0532, 12.9425, -0.0091, -0.0012, 0.039
Si, 8.1763, 5.3961, 13.2335, 0.0114, -0.0055, -0.0007
Si, 1.1026, 4.3854, 14.7996, 0.0254, 0.0018, 0.0262
Si, 3.9668, 1.1121, 14.6205, -0.0083, 0.0093, -0.0187
Si, 1.287, 9.6241, 14.5941, 0.0004, 0.0178, 0.0077
Si, 4.8104, 6.7156, 14.7236, -0.0141, 0.0113, -0.0016
Si, 6.7981, 4.1372, 14.6013, -0.0061, 0.0254, 0.0097
Si, 8.966, 1.663, 15.3174, 0.0094, -0.0076, 0.0232
Si, 5.9321, 9.4353, 14.7067, -0.0491, -0.0595, -0.0894
Si, 9.6589, 6.4975, 14.6516, -0.0088, -0.0113, 0.0201
Si, 0.5522, 6.56, 19.0476, 0.0087, 0.0066, 0.0186
Si, -1.5859, 7.5134, 17.4099, 0.0089, 0.0015, 0.0344
Si, 7.9051, 3.617, 21.5667, 0.0059, 0.0045, -0.0039
Si, 3.6761, 8.9253, 16.5623, 0.0046, -0.0164, 0.0849
Si, 1.8192, 9.0976, 18.9331, 0.0028, -0.0098, 0.0211
Si, -0.4164, -0.5115, 17.1172, -0.0105, -0.0006, 0.0363
Si, 4.3684, 8.5816, 20.1837, -0.0165, -0.0032, 0.0055
Si, 5.3381, 10.5421, 18.3237, -0.0029, 0.0025, 0.0225
Si, 4.3042, 12.1556, 20.7689, -0.006, -0.0019, -0.0036
Si, -2.7123, 11.5363, 21.1485, 0.0038, 0.0063, -0.0017
Si, 7.8071, 3.5787, 17.3506, 0.0002, 0.0082, 0.0372
Si, -0.3878, 13.1799, 21.8824, -0.0051, 0.0016, -0.0007
Si, 2.7476, 2.8072, 16.9182, -0.0004, 0.0088, 0.0305
Si, 16.5565, 9.9748, 22.3528, -0.0042, -0.0019, -0.0046
Si, 3.2437, 6.6883, 18.4647, 0.0049, -0.0083, 0.0173
Si, -1.5842, 9.0157, 25.7474, -0.0003, 0.0019, 0.0073
Si, -2.8466, 11.6673, 18.1189, 0.0005, 0.0016, 0.02
Si, 1.2408, -0.3862, 25.4908, -0.0005, -0.0012, 0.0028
Si, -5.8539, 1.4836, 26.6269, -0.0003, -0.0032, 0.0046
Si, 4.2211, 4.1663, 20.8717, -0.0088, -0.0014, 0.0008
Si, 0.9588, 13.5069, 24.6518, -0.002, 0.0033, 0.0074
Si, -1.9965, -5.4667, 19.2689, 0.0099, -0.0048, 0.0135
Si, 4.1273, -0.6635, 24.8648, 0.0005, 0.0003, -0.0007
Si, 10.1561, 5.0843, 25.6947, -0.0004, 0.0061, 0.0028
Si, 3.3765, -0.6924, 27.4943, 0.001, 0.0028, -0.0101
Si, 7.7903, 11.0976, 27.4212, 0.0024, -0.0003, -0.0055
Si, -1.1558, 1.5078, 29.5814, -0.0032, -0.0021, -0.0409
Si, -5.1068, 5.0732, 23.2003, -0.0027, 0.0017, 0
Si, -2.6178, 6.5776, 27.2249, 0.0045, 0.0023, -0.0077
Si, 5.8679, 6.7733, 29.2271, 0.0056, 0.0015, -0.025
Si, 1.827, -5.222, 27.107, 0.0008, 0.0022, -0.0058
Si, 3.7732, 3.9974, 25.5038, -0.0024, -0.004, 0.0074
Si, -5.8616, 4.5797, 17.8775, -0.0203, 0.0143, 0.0245
Si, 11.9084, 3.7814, 29.5303, 0.0017, -0.0027, -0.0271
Si, 3.2162, 7.6254, 28.8607, 0.0039, 0.0047, -0.0285
Si, -8.9711, 2.6149, 19.9704, 0.005, 0.0023, 0.0177
Si, -2.9598, 6.7409, 24.5246, 0.0071, 0.0011, 0.01
Si, 6.8632, 9.4807, 29.855, -0.0028, -0.0046, -0.0305
O, -0.3954, 0.2822, 30.3233, 0.0054, -0.0054, 0.0281
O, 2.0294, -3.8446, -3.8827, 0.001, -0.0051, 0.0128
O, 0.4007, 4.95, 30.4552, -0.0106, 0.0088, 0.0276
O, 3.3581, -1.6426, 28.7734, -0.0032, -0.0048, 0.0163
O, -1.2712, 6.8177, -0.563, 0.0017, -0.0001, 0.0139
O, -2.2523, 2.1165, 30.5915, -0.0006, 0.001, 0.0287
O, 5.8903, 8.2041, 29.9836, -0.0002, 0.0006, 0.0119
O, 4.1305, 12.2909, -0.5962, 0.0025, -0.0021, 0.0102
O, 6.1361, -0.1557, 30.5565, -0.0013, 0.0039, 0.0257
O, -4.172, -4.4781, 23.4913, -0.0094, -0.0014, -0.0078
O, -0.2056, -7.2858, 25.2854, 0.0051, -0.0067, 0.0014
O, 13.1804, 3.1239, 30.3046, 0.0021, -0.0013, 0.0307
O, 2.4696, 3.221, 24.8589, -0.0033, -0.0042, -0.0011
O, 6.9266, 3.9255, -0.4226, -0.0049, 0.0015, -0.0039
O, 9.1904, 7.9268, 26.9925, 0.0009, 0.0016, 0.0038
O, 8.2225, 8.9827, 30.5714, 0.0065, -0.0043, 0.0228
O, -0.1014, 5.429, 15.195, -0.0135, -0.0014, -0.0139
O, 2.9921, 9.509, 20.0284, 0.0049, 0.0096, -0.0063
O, 6.8984, 3.9953, 22.7592, -0.0012, -0.0028, 0.0009
O, 0.2729, -0.5179, 15.6566, 0.0091, -0.0108, -0.0419
O, 2.5662, 9.07, 15.4097, -0.0237, 0.0045, -0.0514
O, -7.8604, 12.4452, 15.902, 0.0048, -0.0243, -0.022
O, 16.3433, -1.7408, 19.1196, 0.0056, -0.0011, -0.0224
N, 5.034, 8.1963, 15.772, 0.0821, 0.0449, -0.0434
O, 1.9403, -5.104, 18.7817, -0.006, -0.0025, -0.0074
O, -0.5124, 5.6896, 19.8971, -0.0052, 0, -0.0064
O, 5.8009, 5.4266, 15.1051, 0.0269, -0.0381, 0.0129
N, 9.3472, 0.842, 16.966, -0.0015, -0.002, -0.0234
O, 3.9752, 17.9247, 19.8795, 0.0082, 0.006, -0.006
O, -10.0421, 10.2194, 18.2258, -0.0051, 0.0112, -0.0163
N, 7.9086, 13.9907, 15.7019, -0.0101, -0.0019, -0.036
O, 6.7428, -0.0545, 17.5677, -0.0046, -0.0032, -0.02
O, 5.1553, 8.6463, 21.5839, 0.0027, 0.0044, 0.0053
O, -1.4369, 20.0076, 17.4526, -0.0055, 0.0049, -0.0104
O, -2.0857, 7.067, 15.9389, 0.0008, 0.0036, -0.0364
O, 4.251, 5.9448, 17.4506, 0.0074, -0.0059, -0.0129
O, 4.1225, -0.5433, 17.2796, 0.0028, 0.0027, -0.0107
O, -4.3182, -6.2782, 17.4783, 0.0115, 0.0014, -0.0103
O, -0.0986, 6.8962, 17.602, -0.0017, -0.0008, -0.0172
O, 9.0548, 4.3771, 18.0181, 0.0032, 0.0008, -0.0131
O, 7.5161, 2.3056, 18.2923, 0.0009, 0.0008, -0.0146
N, 2.7552, 8.1591, 17.7918, 0.0069, 0.0057, -0.0162
O, -1.2509, 11.7745, 21.8544, 0.0016, -0.0026, 0.0003
O, 5.059, 10.8049, 14.9485, -0.0185, 0.0618, 0.0543
O, 2.7072, 12.2187, 20.5611, 0.007, -0.0028, -0.0069
O, -2.9745, 4.7669, 20.3932, -0.0055, -0.0048, -0.0014
O, 2.5178, 10.1662, 24.4731, -0.0017, -0.0036, -0.0061
O, -8.2571, 3.9447, 20.6234, -0.0001, 0.0047, 0
O, 1.7611, 3.8565, 16.2001, -0.0087, 0.0037, -0.0174
O, -1.6512, -5.6222, 27.0553, 0.0036, -0.0057, 0.0054
O, -2.4703, 11.0741, 19.5963, 0.001, 0.0021, -0.0073
O, 4.6552, 11.1469, 21.9494, -0.001, 0.0077, 0
O, 8.3969, 6.8518, 18.6149, -0.0078, 0.006, -0.0155
O, 4.7017, 5.242, 21.9808, 0.0008, 0.0101, 0.0031
O, 4.1362, 0.7177, 27.7689, 0.0029, 0.0021, 0.0053
O, -2.3184, -2.6239, 24.4757, -0.0003, -0.0023, -0.0042
O, -8.8294, -8.3659, 18.3527, -0.0059, 0.0022, -0.0053
O, -0.053, 9.4905, 25.3806, 0.0054, -0.0012, 0.0012
O, 1.8488, 10.4009, 26.9958, -0.0069, -0.0012, -0.0015
O, -10.0941, 12.0345, 25.2958, -0.0013, 0.0011, 0.0041
O, -6.6284, 3.3645, 17.1615, 0.0103, -0.0067, -0.0177
O, 7.1954, 10.4711, 21.9526, 0.0052, -0.001, -0.0041
O, -1.4505, -7.3773, 22.093, 0.001, 0.0038, -0.0017
O, 0.6986, 2.4131, 23.0628, 0.0039, 0.0014, -0.0042
O, -2.4092, -0.5199, 26.1454, 0.0018, -0.0017, 0.0008
O, 4.7934, 2.7177, 21.293, 0.0079, 0.0039, -0.005
O, -5.959, 4.506, 19.4685, -0.0056, 0.0074, -0.0059
O, 4.5796, 0.8705, 25.1821, -0.0023, -0.0029, -0.0098
O, 0.8864, 8.0054, 19.7239, -0.004, -0.004, -0.002
O, 2.9267, 7.3919, 30.4412, -0.0026, 0.0042, 0.0365
O, -6.0063, 4.549, 24.4402, 0.0094, 0.002, -0.0017
O, -4.2717, 1.2332, 26.9343, -0.0002, 0.0011, 0.0027
O, 3.1742, 5.2603, 26.3087, 0.009, -0.0002, 0
O, -3.5512, 6.536, 28.5453, -0.0001, -0.0029, 0.0087
O, 5.0341, 11.7416, 19.3737, 0.0038, 0.0022, -0.0023
O, -1.6541, 5.7227, 24.4995, -0.0015, -0.0038, -0.0001
O, 4.6043, 3.0394, 26.5319, -0.0023, 0.0061, 0.0028
O, 5.2874, 9.6408, 23.8925, 0.0054, -0.0012, 0.0045
O, 8.94, 11.8837, 28.2554, 0.005, 0.0029, 0.0128
O, 4.5584, 6.8939, 28.2911, -0.0004, 0, 0.0049
O, 7.2235, 17.4376, 25.9802, -0.0029, -0.0006, -0.0003
O, -3.4007, 2.1244, 21.0865, -0.0055, -0.003, -0.0053
O, -0.069, 2.6405, 29.1982, 0.0011, -0.0032, 0.0142
O, 1.3524, -1.4457, 31.2154, -0.0055, 0.0035, 0.0142
O, 1.4774, 4.4393, 28.1247, -0.0023, -0.0051, 0.0059
O, 0.639, 5.9072, 26.0267, -0.0049, 0.0029, 0.0015
O, 5.4831, -5.2547, 30.2747, -0.0043, 0.0001, 0.032
O, 4.2005, -1.4441, 26.2926, 0.0058, -0.0029, -0.0012
O, 7.1535, 9.9153, 28.3342, -0.0003, -0.0039, 0.0164
O, 0.3735, 13.3784, 20.4541, -0.0058, -0.0012, -0.0023

Results
free energy: -136303.851 eV
free energy less fixed offsets of N -386.36, O -570.45, Si -639.56 eV per atom: 1.329 eV

The program warned: the cutoff lies below the one the program advises for these potential files; the forces do not sum to zero within the program's tolerance; empty levels may hold ghost states of the PAW files; the exchange-correlation potential is rough where the density is thin.
